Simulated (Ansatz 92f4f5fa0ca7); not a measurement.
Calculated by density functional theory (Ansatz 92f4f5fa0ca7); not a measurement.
Periodic cell of 224 atoms, Si128O64H32, with a vacuum gap, from a study of silicon, its oxide and their interface. The atomic structure is a simulated model.

Settings
functional: r2SCAN
potential files: Ansatz PAW
basis: plane waves
wave-function cutoff: 800 eV
density cutoff ratio: 5
exchange-correlation grid ratio: 1
k mesh: 1 x 1 x 1, shifted by 0.5 0.5 0 of a step
self-consistency stop: 1e-11 eV per atom in the density residual
occupations: fixed
spin: none
net charge: 0
applied field: sawtooth along c, amplitude -0.015 V/angstrom in the program's sign convention, ramp centred at 0.9877 of c and 0.0246 of c wide, no dipole correction

Cell vectors (angstrom)
a  10.88  0  0
b  0  10.88  0
c  0  0  40.6586

Atoms and the computed forces on them: element, x, y, z (angstrom), force x, y, z (eV/angstrom)
Si  -2.8945  1.7954  25.5408  -0.0008  -0.0031  -0.023
Si  0.4444  3.8995  25.6096  -0.0116  0.0041  -0.0249
Si  -2.8662  7.205  25.8088  0.0118  -0.0069  -0.0172
Si  0.1879  -1.4502  25.7194  -0.0032  -0.0032  -0.0201
Si  -8.2919  1.636  25.6652  0.0063  -0.0117  -0.023
Si  -5.1213  4.122  25.6167  0.0059  0.0101  -0.0232
Si  2.5143  7.1796  25.6662  -0.0067  0.0027  -0.027
Si  -5.0662  -1.4827  25.6466  -0.0047  0.0035  -0.0171
Si  -1.248  2.8535  26.8725  0.0019  -0.0013  0.0022
Si  1.4678  5.5281  26.9498  0.0029  0.0036  0.0058
Si  -1.3187  -2.5462  27.1051  0.0008  -0.0025  -0.006
Si  1.3735  0.1506  26.9797  0.0031  -0.0048  -0.0051
Si  -6.7294  2.9058  26.874  -0.0028  0.0025  0.0009
Si  -4.0272  5.6177  27.0407  -0.0008  0.0011  0.0015
Si  4.173  8.292  26.9244  -0.0027  -0.0017  -0.0009
Si  -3.9483  0.1498  26.8908  0.0023  -0.0043  -0.0027
Si  -2.5895  4.2326  28.2829  0.0045  0.0029  -0.0121
Si  0.0801  6.893  28.3211  -0.0091  -0.0027  -0.02
Si  -2.6472  -1.1378  28.3823  -0.0007  0.0004  -0.0155
Si  0.0321  1.5074  28.3301  0.0036  -0.0033  -0.0158
Si  2.8417  4.23  28.3228  0.0061  0.002  -0.0179
Si  5.4741  6.9556  28.3657  0.0031  -0.0044  -0.0089
Si  2.8077  9.675  28.2818  -0.0015  -0.001  -0.0112
Si  -5.3574  1.5147  28.2265  -0.007  -0.0052  -0.0184
Si  -3.9845  2.8598  29.6066  0.0053  -0.0075  0.0063
Si  -1.2745  5.5741  29.69  0.0012  -0.0022  0.0079
Si  -4.0237  8.3408  29.679  -0.0054  0.0027  0.0128
Si  -1.2837  0.1758  29.7351  -0.0051  0.0003  -0.0028
Si  1.4368  2.8751  29.6464  -0.0096  -0.0018  0.0072
Si  4.1535  5.5822  29.716  -0.0053  0.0012  -0.0047
Si  1.4548  8.2885  29.6357  0.0034  -0.0032  0.0022
Si  4.1675  0.1699  29.6251  0.0013  -0.0055  -0.0015
Si  1.3891  -1.3616  8.2804  -0.0084  -0.0034  -0.1756
Si  4.0761  1.3207  8.2717  0.0003  0.0042  -0.1781
Si  1.3457  4.0882  8.2943  0.0076  0.0062  -0.1815
Si  4.0818  -4.0632  8.2968  -0.0026  -0.0014  -0.1775
Si  6.7894  -1.373  8.2783  0.0076  0.0046  -0.1833
Si  -1.3437  1.3953  8.2819  -0.0077  -0.0096  -0.1793
Si  6.813  4.0745  8.2875  -0.0077  -0.0009  -0.1735
Si  -1.3613  6.7671  8.2835  0.0043  0.001  -0.175
Si  2.7363  -0.0183  9.6798  0.0038  -0.0048  -0.0231
Si  5.439  2.6863  9.5921  -0.0015  -0.0017  -0.0105
Si  2.702  5.4626  9.6303  0.001  0.002  -0.0162
Si  5.4461  -2.7194  9.6744  -0.0013  -0.0027  -0.0256
Si  -2.7182  0.0131  9.5777  0.0028  -0.0008  -0.0151
Si  -0.0041  2.7495  9.6834  -0.0067  0.0001  -0.0258
Si  8.1697  5.4181  9.6787  -0.0013  -0.0014  -0.026
Si  0.0327  -2.7544  9.5914  -0.0041  0.0045  -0.0122
Si  1.3717  1.378  11.0065  0.0036  0.0015  -0.0107
Si  4.0685  4.0586  10.902  0.0019  -0.0045  -0.005
Si  1.3496  -4.0782  11.0282  -0.0069  0.006  -0.0048
Si  4.0972  -1.3767  11.0652  0.0028  -0.0001  -0.0146
Si  -4.0773  1.3431  10.9508  -0.0044  0.0007  -0.0072
Si  -1.3595  4.089  11.0925  -0.0027  0.0046  -0.0119
Si  6.8023  -4.0977  11.0223  0.0006  -0.002  -0.0101
Si  -1.3312  -1.3608  10.858  -0.0002  -0.0015  -0.0045
Si  -0.0131  -0.0227  12.2638  -0.0103  -0.009  0.0156
Si  2.7174  2.7716  12.3359  0.0012  0.007  0.0177
Si  -0.0149  -5.4037  12.4716  0.0021  0.0052  0.0112
Si  2.735  -2.7445  12.4223  0.0025  -0.0071  0.0145
Si  5.4729  0.0141  12.3784  0.0107  0.0043  0.0131
Si  -2.7484  2.6747  12.3694  -0.0085  -0.0051  0.0121
Si  5.4178  5.3618  12.2996  -0.0122  -0.0033  0.0133
Si  -2.6616  -2.6803  12.2525  0.0027  0.0113  0.0179
Si  1.1539  -1.4996  13.6442  -0.0128  -0.0058  -0.0323
Si  4.3179  1.6493  13.6105  0  0.0058  -0.0347
Si  1.5638  4.2853  13.7498  0.0128  0.01  -0.0352
Si  3.8356  -4.4505  13.6389  0.0055  -0.0013  -0.0302
Si  7.1004  -1.1624  13.6108  0.009  0.0071  -0.0343
Si  -1.5975  1.0466  13.6072  0.0028  -0.0081  -0.0341
Si  -4.3335  3.8202  13.6685  -0.0011  -0.0001  -0.0393
Si  -1.0975  -3.6748  13.6796  -0.0004  0.0035  -0.0436
Si  -6.6343  4.0949  20.5317  -0.007  -0.009  -0.0578
Si  -4.6304  4.8342  22.6651  -0.0041  0.0045  -0.0601
Si  -5.3931  -2.2801  18.6071  0.0105  -0.0101  -0.0591
Si  -2.638  1.0218  19.7828  -0.0032  -0.0018  -0.0551
Si  1.2864  4.457  20.2189  -0.0016  -0.0027  -0.0578
Si  -0.3428  4.4107  22.6581  0.0163  -0.0084  -0.0603
Si  3.4423  1.2803  21.1733  -0.0067  0.0051  -0.0616
Si  3.9255  -0.326  23.5127  -0.0049  0.0049  -0.0629
Si  -2.5796  2.3152  22.5516  0.0016  -0.0102  -0.0623
Si  0.0892  1.8981  18.7912  -0.0016  0.0083  -0.0661
Si  4.2167  0.5048  18.1898  -0.0064  -0.0149  -0.0621
Si  -4.8653  2.668  18.3518  0.0129  0.0084  -0.0636
Si  -2.242  6.6959  22.9259  0.0027  -0.0015  -0.0426
Si  -2.4508  -2.0973  18.9305  -0.0036  -0.0118  -0.0534
Si  3.0493  -0.2843  15.6596  -0.0089  -0.0073  -0.0647
Si  -0.4357  -1.856  22.7846  0.0056  0.0026  -0.0582
Si  1.0976  -0.1668  20.726  0.0094  0.0141  -0.0522
Si  5.2397  -2.5928  15.6145  -0.0066  0.0027  -0.0668
Si  2.3555  7.8393  22.9101  -0.0065  0.0045  -0.0589
Si  0.0515  6.9907  18.9225  -0.019  0.0079  -0.0566
Si  2.7159  8.1228  20.0488  0.0056  -0.0006  -0.0621
Si  7.9075  4.3894  16.4445  0.0086  0.0109  -0.0663
Si  -1.8244  -3.8458  16.7176  -0.0131  -0.0105  -0.0685
Si  -0.2722  2.801  15.8703  0.0023  -0.0027  -0.0713
Si  -2.6612  1.5347  31.0408  0.0011  -0.0066  0.0118
Si  0.0897  4.2262  31.0335  -0.0014  0.0065  0.0101
Si  -2.6441  6.9601  31.0126  -0.0005  -0.0044  0.0176
Si  0.0954  9.6491  31.0128  -0.0024  0.0055  0.021
Si  2.8048  1.5117  30.9965  0.002  -0.0006  0.0298
Si  -5.3344  4.2094  31.0061  -0.0011  0.0061  0.0268
Si  2.7858  6.9502  31.0395  -0.0039  -0.0008  0.0098
Si  5.5009  -1.1806  31.0256  -0.0004  -0.0048  0.0121
Si  -1.2841  2.8816  32.3811  -0.0032  -0.013  0.1732
Si  1.4315  5.5935  32.3976  0.0016  -0.0096  0.1897
Si  -1.277  8.307  32.3793  0.0018  -0.004  0.1865
Si  1.4537  0.1408  32.3544  0.0018  -0.0025  0.1709
Si  -6.7122  2.8646  32.3674  0.0018  -0.0038  0.1855
Si  -3.9953  5.587  32.3623  0.0096  0.0044  0.171
Si  4.1492  -2.5569  32.3715  0.0004  -0.0057  0.1693
Si  -4.0119  0.165  32.391  -0.0093  -0.0129  0.1893
Si  -2.6375  4.2433  33.7333  0.0276  0.0015  0.3342
Si  0.0715  6.9503  33.7556  -0.0093  -0.0102  0.2717
Si  -2.6402  9.6756  33.7278  -0.0068  -0.0062  0.2838
Si  0.0844  1.5008  33.697  -0.029  0.0184  0.3544
Si  2.8077  4.2275  33.7266  -0.0103  0.0253  0.2964
Si  -5.3618  6.9531  33.7007  -0.0028  0.0011  0.3366
Si  2.795  -1.2086  33.7339  0.0228  0.0054  0.3217
Si  -5.3659  1.517  33.7539  -0.0107  -0.032  0.2773
Si  0.0125  0.0105  6.9435  0.0499  0.0232  -0.2877
Si  2.7098  2.7135  6.9538  -0.005  -0.0524  -0.3132
Si  -0.0049  5.4253  6.9131  -0.0347  -0.0165  -0.3355
Si  2.7387  -2.7165  6.9164  0.0244  0.0601  -0.3315
Si  5.4381  -0.0239  6.9073  -0.0511  -0.0189  -0.3432
Si  8.17  2.7292  6.9153  0.0218  0.0341  -0.3359
Si  5.4415  5.4441  6.9487  0.0321  0.004  -0.2801
Si  8.1574  -2.7365  6.942  -0.0099  -0.0336  -0.3345
O  -4.0382  1.6144  19.2548  0.0085  -0.0027  0.0222
O  0.0629  -2.6117  14.1121  -0.0025  -0.0038  0.0124
O  -1.1816  7.9106  19.5566  0.0052  0.0013  0.0201
O  1.3477  8.3094  25.4954  0.0012  0.0026  0.0204
O  -5.597  -0.6901  18.3988  -0.0004  -0.0072  0.0149
O  8.0443  -5.0423  17.1608  -0.0005  0.005  0.0248
O  -0.0519  4.579  24.2286  0.0057  -0.0044  0.0451
O  -5.6291  -0.8562  24.2525  0.0128  -0.004  0.0329
O  3.5476  1.0468  14.9085  -0.0106  -0.0162  0.0315
O  -5.6997  3.6994  19.2728  -0.0147  0.0125  0.0359
O  2.908  -1.5522  23.2599  0.0002  0.0056  0.0234
O  4.9745  1.7591  17.4992  0.0021  0.0026  0.0241
O  -4.0344  2.9406  25.394  -0.0015  -0.0036  0.0196
O  -0.4307  -1.1005  24.2331  0.0064  0.0054  0.044
O  4.6929  -3.9375  14.9247  0.0136  0.0146  0.0274
O  7.0081  3.4506  17.3784  -0.0182  -0.0172  0.0325
O  -5.3679  4.7493  24.1214  -0.0101  -0.0058  0.0461
O  -0.345  -4.0905  17.3613  0.0177  0.0027  0.0367
O  -0.8481  1.6384  14.9187  0.0137  0.0139  0.035
O  3.2208  0.83  24.3984  -0.012  0.0114  0.0325
O  6.5671  -2.0153  14.8993  -0.0202  -0.005  0.0314
O  0.3066  2.0887  17.2011  0.0021  -0.0144  0.0549
O  1.0264  4.3844  21.8132  -0.0118  -0.0036  0.0347
O  0.9059  3.6067  15.0924  -0.0141  -0.0097  0.0314
O  -2.3653  -0.5226  19.3291  0.0077  0.0117  0.0164
O  -3.7396  3.4699  22.4576  0.0036  0.0021  0.0183
O  5.425  2.7261  14.1662  0.0067  0.0026  0.0123
O  -1.4862  1.9793  19.155  -0.01  -0.0016  0.0217
O  1.8817  0.9993  21.5449  0.005  0.0008  0.0232
O  3.828  2.8125  21.4315  -0.0091  -0.0038  0.0113
O  3.6562  0.9907  19.6075  -0.0073  0.0056  0.0457
O  0.2441  5.5426  19.6135  0.0052  -0.0134  0.0251
O  -3.9586  8.2752  25.2028  -0.0047  -0.0028  0.018
O  -2.6892  -0.0574  14.1528  -0.0033  0.001  0.0155
O  -1.8414  8.2307  22.5294  0.0015  -0.0008  0.013
O  -6.6988  8.0423  19.3821  -0.0213  0.0008  0.0303
O  -1.7931  -3.9795  15.1177  -0.0074  -0.001  0.0494
O  2.8483  6.8269  24.0852  0.0024  -0.002  0.0447
O  -2.335  -2.4155  17.3224  -0.0079  0.0087  0.0346
O  1.5124  2.748  25.1243  0.0073  -0.0019  0.014
O  1.5348  7.6335  19.0528  0.0101  -0.0068  0.0226
O  2.9846  0.0305  17.2451  0.0091  0.0062  0.0443
O  -1.4748  3.8035  16.2621  -0.0053  0.0031  0.022
O  0.5706  0.4429  19.3247  -0.0041  -0.0093  0.0322
O  7.2  4.5087  14.9925  0.0127  0.0019  0.044
O  -1.1491  3.0444  22.3684  -0.0024  0.0053  0.0252
O  2.2483  -1.2577  20.417  -0.0061  0.0048  0.0229
O  2.8557  7.3271  21.4593  -0.0033  -0.005  0.0467
O  2.8682  4.7851  19.9931  0.0029  0.0063  0.0177
O  5.5369  -2.9639  17.1458  0.0011  0.0097  0.0494
O  -5.7533  5.0146  21.5183  0.0188  0.003  0.0287
O  -2.6976  1.1892  21.3947  -0.0065  0.0165  0.047
O  -6.5141  0.3273  22.1004  0.0035  -0.0119  0.0407
O  -2.0868  6.5523  24.5351  -0.0031  0.0011  0.0407
O  2.7085  5.3751  14.2152  0.0027  -0.0014  0.009
O  0.7395  7.9078  22.7866  -0.003  -0.0056  0.0243
O  0.9474  3.0404  19.5314  0.0062  0.0128  0.0229
O  -0.1185  -0.7765  21.6102  -0.0125  -0.0138  0.0308
O  4.1117  -1.4647  15.4308  -0.0042  0.0039  0.0224
O  -2.5544  1.5006  23.9647  0.0031  -0.0072  0.0509
O  -1.2223  5.6828  22.203  -0.0053  0.0043  0.0236
O  -3.9697  8.3158  19.3574  0.0011  0.0049  0.0165
O  -3.7356  6.1931  22.5528  0.0061  -0.0022  0.0183
O  1.6457  -0.7657  15.03  0.0084  0.0035  0.0252
H  -3.4582  3.4203  34.6658  0.2834  0.2937  -0.2774
H  -1.8163  5.0656  34.6658  -0.3398  -0.3137  -0.2631
H  -0.7514  6.1297  34.688  0.3159  0.3303  -0.2577
H  0.8925  7.773  34.688  -0.2994  -0.292  -0.267
H  -3.46  8.8518  34.6602  0.2998  0.2933  -0.253
H  -1.8148  10.4938  34.6602  -0.3166  -0.3049  -0.2521
H  0.906  2.3227  34.6294  -0.2847  -0.3024  -0.2621
H  -0.7397  0.6812  34.6294  0.3366  0.2912  -0.2604
H  1.9868  3.4049  34.659  0.3091  0.2759  -0.2527
H  3.624  5.0548  34.659  -0.2863  -0.3283  -0.2499
H  -6.1846  6.1323  34.6331  0.3002  0.3125  -0.2638
H  -4.5382  7.7732  34.6331  -0.2878  -0.3096  -0.2625
H  3.6202  -0.3903  34.6664  -0.3053  -0.2953  -0.2694
H  1.9716  -2.0288  34.6664  0.2874  0.311  -0.2764
H  -4.5424  2.337  34.6863  -0.3091  -0.2736  -0.2667
H  -6.1823  0.6898  34.6863  0.2845  0.3177  -0.259
H  0.8331  0.8335  6.011  -0.321  -0.358  0.2406
H  -0.8111  -0.8095  6.011  0.2471  0.2692  0.2922
H  3.5328  3.5341  6.0214  -0.2722  -0.2787  0.2806
H  1.8886  1.8911  6.0214  0.3105  0.3636  0.2489
H  -0.8285  4.6052  5.9806  0.3584  0.3189  0.2567
H  0.8149  6.2491  5.9806  -0.2686  -0.2535  0.292
H  1.9133  -3.5346  5.9839  0.2634  0.2528  0.2981
H  3.5628  -1.8969  5.9839  -0.3341  -0.3592  0.2544
H  4.6165  -0.8458  5.9748  0.3558  0.3391  0.2471
H  6.259  0.7988  5.9748  -0.2526  -0.2609  0.2951
H  7.3537  1.9019  5.9829  0.2607  0.2555  0.2972
H  8.9927  3.55  5.9829  -0.3628  -0.3169  0.2541
H  6.2648  6.2643  6.0162  -0.3366  -0.3086  0.2596
H  4.6205  4.6215  6.0162  0.2768  0.2765  0.2795
H  8.9738  -1.9093  6.0096  -0.2489  -0.2772  0.2801
H  7.3322  -3.5548  6.0096  0.3407  0.3138  0.2454

Results
free energy: -118879.464 eV
free energy less fixed offsets of H -15.71, O -570.45, Si -639.56 eV per atom: -4.264 eV

The program warned: the cutoff lies below the one the program advises for these potential files; the forces do not sum to zero within the program's tolerance; empty levels may hold ghost states of the PAW files; the exchange-correlation potential is rough where the density is thin.
